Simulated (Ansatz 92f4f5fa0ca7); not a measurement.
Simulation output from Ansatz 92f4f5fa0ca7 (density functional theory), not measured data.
Periodic cell of 237 atoms, Si146O90P1, from a study of silicon, its oxide and their interface. The atomic structure is a simulated model.
Doubt: the cutoff is low for norm-conserving oxygen, so forces and energies are approximate.
Doubt: the program's own warning below bears on the result.

Settings: functional HSE06; potential files SPMS norm-conserving; basis plane waves; wave-function cutoff 800 eV; density cutoff ratio 4; exchange-correlation grid ratio 1; k mesh 1 x 1 x 1, Gamma-centred; occupations fixed; spin none; net charge +1 e, with a uniform compensating background and no finite-size correction.

Cell vectors (angstrom)
a 11.6015 0 0
b 0 10.938 0
c 0 0 32.0622

Atoms: element, x, y, z (angstrom)
Si -0.2126 -0.0663 23.2844
Si 3.6872 0.213 23.1041
Si 7.5476 -0.1578 23.4432
Si 1.6947 1.3787 23.4189
Si 5.7498 1.3981 23.1735
Si 9.4263 1.2223 23.3424
Si 0.1596 5.3145 23.4426
Si 4.101 5.2765 23.3738
Si 8.0287 5.6003 23.5499
Si 2.1507 6.5843 23.3534
Si 5.9602 6.7476 23.483
Si 10.0017 6.8652 23.6198
P 1.8994 2.6552 25.3808
Si 5.8297 2.6312 25.2461
Si 9.6299 2.6555 25.2596
Si 11.6092 3.9936 25.3652
Si 3.888 3.9701 25.3283
Si 7.7466 4.0935 25.3513
Si 1.9727 8.1433 25.1816
Si 5.7721 8.1643 25.3539
Si 9.7062 8.2609 25.447
Si 11.6382 9.5525 25.2601
Si 3.862 9.5846 25.0546
Si 7.6875 9.5175 25.4148
Si 11.6403 -0.0072 27.1926
Si 3.9031 -0.0433 27.0901
Si 7.7548 -0.0282 27.2959
Si 1.9785 1.3239 27.2752
Si 5.8327 1.323 27.2064
Si 9.6855 1.3283 27.217
Si 11.6053 5.4541 27.2399
Si 3.8293 5.4141 27.2316
Si 7.7108 5.454 27.2754
Si 1.934 6.8282 27.1697
Si 5.7545 6.7878 27.2593
Si 9.6579 6.8002 27.2878
Si 1.943 2.7384 29.1822
Si 5.7967 2.7197 29.132
Si 9.6751 2.7235 29.1488
Si 0.0045 4.095 29.1711
Si 3.8701 4.0922 29.1858
Si 7.7323 4.0859 29.1921
Si 1.9388 8.1892 29.12
Si 5.7823 8.1823 29.1725
Si 9.6822 8.1862 29.2069
Si 0.0133 9.563 29.1462
Si 3.8624 9.5686 29.0959
Si 7.7341 9.5321 29.2029
Si -0.0013 -0.0013 31.0916
Si 3.8618 0.0031 31.0578
Si 7.7296 -0.0035 31.1118
Si 1.929 1.3622 31.1077
Si 5.7978 1.3638 31.0664
Si 9.6645 1.3597 31.0923
Si 0.01 5.4737 31.0985
Si 3.869 5.4813 31.1096
Si 7.7395 5.4741 31.1208
Si 1.9384 6.8454 31.0749
Si 5.8003 6.8391 31.1145
Si 9.6805 6.8336 31.1444
Si 1.9311 2.754 0.9787
Si 5.7982 2.7504 0.9273
Si 9.6638 2.7375 0.9682
Si -0.0127 4.1088 0.9618
Si 3.8665 4.117 0.9803
Si 7.7387 4.1162 0.9963
Si 1.9303 8.2197 0.9474
Si 5.7963 8.2306 0.9671
Si 9.6686 8.2244 1.0086
Si -0.0016 9.592 0.9838
Si 3.8593 9.5927 0.957
Si 7.7368 9.5815 0.9892
Si 11.6095 0.0405 2.9201
Si 3.8568 0.0282 2.9103
Si 7.7415 0.0278 2.9055
Si 1.9352 1.4057 2.9223
Si 5.8128 1.3711 2.8347
Si 9.6608 1.3915 2.9226
Si 11.5663 5.5065 2.8705
Si 3.878 5.5002 2.914
Si 7.7377 5.5194 2.9226
Si 1.9145 6.8259 2.8593
Si 5.8089 6.8659 2.8884
Si 9.6615 6.9045 2.9741
Si 1.9143 2.8365 4.821
Si 5.838 2.7292 4.7447
Si 9.5991 2.8028 4.8349
Si 11.543 4.138 4.781
Si 3.9197 4.1017 4.8258
Si 7.7175 4.2107 4.8865
Si 1.8883 8.1526 4.8006
Si 5.809 8.2653 4.7879
Si 9.663 8.3279 4.913
Si 11.6343 9.659 4.8854
Si 3.8186 9.4912 4.7855
Si 7.7227 9.6824 4.8907
Si 11.5964 0.2368 6.7779
Si 3.7545 -0.0501 6.6571
Si 7.7131 0.0611 6.9157
Si 2.049 1.5064 6.7597
Si 5.7129 1.2785 6.6226
Si 9.6452 1.5247 6.8341
Si 11.5261 5.5015 6.7021
Si 3.9823 5.4366 6.7941
Si 7.7382 5.676 6.8332
Si 1.9751 6.6449 6.6538
Si 5.8125 6.9801 6.7489
Si 9.7561 7.0433 6.9174
O 9.9981 7.975 8.3012
O 7.6631 9.9375 8.2205
O 7.4009 4.7384 8.166
O 3.3758 10.3508 8.2046
O 2.0342 7.5565 8.0242
O 4.0018 4.5906 8.2475
O 9.7783 2.4527 8.2183
O 2.6143 2.3456 8.1147
O 11.388 4.5714 8.0667
O 5.3599 2.3795 7.8078
O 5.8169 7.9871 8.0819
O 11.3115 10.3149 8.1511
O 11.308 10.0826 21.8111
O 3.1811 10.7644 21.5372
O 5.7749 7.7125 22.1411
O 4.2328 4.4284 21.9378
O 7.659 9.6462 22.2053
O 10.3645 7.6684 22.2174
O 1.5984 2.491 22.2106
O 5.9579 2.4264 21.8717
O 8.4386 4.6881 22.2262
O -0.0993 4.4876 22.0092
O 2.3222 7.3893 21.9268
O 9.1118 1.8837 21.8569
Si 1.9152 7.785 9.6103
Si 5.0471 0.5763 17.689
Si 2.4928 5.4175 14.0205
Si 10.5655 3.8612 14.0496
Si 8.2797 2.3896 15.2488
Si 9.5619 2.2518 20.3344
Si 10.5082 3.6513 9.0778
Si 0.0365 2.3161 11.5683
Si 11.0335 8.13 15.3932
Si 5.166 6.9354 13.9888
Si 5.7561 2.6135 11.1151
Si 8.5602 7.6988 19.4004
Si 8.1325 4.8554 20.6351
Si 5.926 9.5846 15.2053
Si 2.0949 7.6386 20.3338
Si 1.9308 4.8864 18.7867
Si 4.5038 3.4378 18.0007
Si 8.5211 8.9317 16.8188
Si 0.8343 9.4811 13.2974
Si 9.913 10.653 11.7264
Si 5.3647 3.6916 20.9971
Si 0.5891 5.5174 16.2604
Si 10.7837 9.1525 9.1502
Si 6.5361 8.8781 21.2901
Si 7.1175 7.1089 11.4877
Si 2.6765 0.7364 12.2151
Si 10.8903 8.6802 21.0545
Si 6.0417 4.3281 15.6241
Si 7.0865 0.4891 12.9731
Si 4.0603 2.9829 8.5923
Si 0.8794 6.7421 11.8982
Si 6.5727 9.0497 9.0781
Si 0.6617 3.312 21.1501
Si 9.8006 6.5086 12.8926
Si 7.7161 4.5379 9.7526
Si 3.9536 10.0949 20.2334
Si 4.2645 3.0378 13.5237
Si 3.8563 10.0122 9.7368
Si 8.0633 0.7821 18.0235
O 11.5139 3.2296 12.9001
O 9.3415 4.4778 9.88
O 8.8673 3.6422 19.863
O 4.0493 -0.0468 18.8294
O 11.3269 4.5293 15.3181
O 9.8562 9.7974 10.327
O 3.7708 1.5326 13.1342
O 0.6618 9.0539 14.8634
O 6.4832 0.965 18.3923
O 4.7661 3.155 19.5967
O 6.2522 1.1773 11.7403
O 0.5457 8.6354 9.8663
O 5.6484 4.3176 17.2235
O 8.4428 7.202 12.4002
O 4.412 2.6313 10.1502
O 2.0767 5.6333 15.5824
O 3.3765 0.0655 10.9136
O 5.8861 7.2241 12.5477
O 2.312 6.3452 19.3942
O 0.6548 4.9381 17.7842
O 8.4165 10.6889 12.3741
O 5.476 10.0757 9.696
O 0.5719 8.1795 20.1911
O 9.7722 2.6021 14.6848
O 2.0033 10.5935 13.2218
O 9.9607 9.1042 16.1082
O 6.1525 10.3574 13.7838
O 7.4608 1.6043 14.0949
O 1.6567 3.9114 20.0477
O 5.9099 5.7943 14.9151
O 7.3481 8.9496 15.7073
O 1.5145 1.6739 11.6009
O 7.2009 8.2875 10.3644
O 4.3321 1.9816 17.2765
O 7.0384 3.1612 10.2795
O 11.5542 7.0048 16.4392
O 8.3125 10.1435 17.853
O 3.2692 8.5365 10.1005
O 7.5898 3.8416 15.517
O 3.1446 4.2994 17.9056
O 2.9052 3.8915 13.6903
O 1.3399 8.2053 12.4375
O 1.206 5.6839 13.0745
O 4.9845 8.3016 14.8682
O 11.1913 2.3606 20.3766
O 10.9802 9.9876 12.7597
O 5.2954 3.5739 12.3621
O 5.0851 3.2013 14.9178
O 6.5032 4.784 20.5542
O 8.3911 1.5629 16.644
O 10.4133 1.2418 11.4613
O 10.8743 6.6147 11.6609
O 3.2162 8.7059 19.8596
O 1.7153 6.4375 10.5218
O 7.1265 8.2386 19.9388
O 8.5153 7.5948 17.7742
O 3.6752 6.4339 13.6162
O 9.5689 4.9604 13.3539
O 5.4614 9.9879 20.8334
O 10.3282 7.3664 14.1544
O 8.7602 6.2091 20.0175
O 7.071 5.7108 10.6629
O 5.2682 10.5325 16.3886
O 9.0581 1.1719 19.2495
O 11.5764 3.1645 10.1858
O 9.7048 8.7365 19.9456

Results
free energy: -57047.025 eV
free energy less fixed offsets of O -447.96, P -185.95, Si -113.29 eV per atom: -4.335 eV
gap between the highest filled and lowest empty level on this k mesh: 1.083 eV

The program warned: the cutoff lies below the one the program advises for these potential files; the model core charge is not resolved on the grid; the forces do not sum to zero within the program's tolerance; the exchange-correlation potential is rough where the density is thin.
